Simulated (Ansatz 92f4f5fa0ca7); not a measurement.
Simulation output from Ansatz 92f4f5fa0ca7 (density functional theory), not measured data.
Periodic cell of 226 atoms, Si132O92P2, from a study of silicon, its oxide and their interface. The atomic structure is a simulated model.
Doubt: the cutoff is far below the 930 eV that the study's wrapper takes by default for these files, so forces and energies are approximate.
This geometry differs little from another in the collection (a relaxation step or a small displacement).

Settings
functional: PBE
potential files: Ansatz PAW
basis: plane waves
wave-function cutoff: 580 eV
density cutoff ratio: 5
exchange-correlation grid ratio: 1
k mesh: 1 x 1 x 1, Gamma-centred
self-consistency stop: 5e-08 eV per atom in the density residual
occupations: fixed
spin: none
net charge: 0

Cell vectors (angstrom)
a  10.938  0  0
b  0  10.938  0
c  0  0  31.9494

Atoms and the computed forces on them: element, x, y, z (angstrom), force x, y, z (eV/angstrom)
Si  10.6836  0.05  24.4764  -0.0323  -0.081  0.1169
Si  5.0355  0.1562  24.6877  -0.0131  0.0436  -0.0706
Si  2.8103  2.3254  24.5722  0.0123  -0.0085  0.019
Si  8.5662  2.4257  24.5971  0.0226  -0.0562  -0.0453
Si  10.704  5.5937  24.3753  -0.1707  0.1318  -0.0997
Si  5.1507  5.6159  24.4667  0.0412  0.001  0.0634
Si  2.9999  7.9544  24.4184  0.039  -0.0289  -0.0304
P  8.4027  7.8306  24.5644  -0.1331  -0.1599  0.501
Si  1.307  1.1475  25.8836  -0.0265  -0.0236  -0.0202
Si  6.8059  1.3224  25.7362  -0.033  0.0033  0.052
Si  3.993  4.0231  25.75  0.0014  0.0106  -0.0541
Si  9.6791  4.0293  25.8598  -0.0056  0.0254  0.0373
Si  1.3382  6.8074  25.6588  -0.0091  -0.0054  0.0774
Si  6.7666  6.7097  25.7956  -0.1289  -0.224  -0.1353
Si  3.9813  9.478  25.9591  0.0063  -0.0018  0.05
P  9.5441  9.5354  25.8467  0.2086  0.2716  0.0516
Si  2.6428  -0.125  27.3121  -0.0168  -0.0201  -0.0428
Si  8.1288  -0.0491  27.1751  0.1759  -0.0924  -0.1117
Si  0.0811  2.6787  27.2168  -0.0167  -0.0283  0.0098
Si  5.4542  2.7325  27.1232  0.0382  -0.0218  -0.042
Si  2.6688  5.4219  27.114  -0.0106  0.0231  0.0056
Si  8.202  5.3793  27.1383  -0.06  -0.0046  0.0087
Si  0.0024  8.1511  27.1324  -0.0154  0.1856  0.0067
Si  5.5019  8.1727  27.1868  0.0251  0.0105  -0.0496
Si  4.0904  1.3417  28.4975  0.0033  -0.0038  0.0084
Si  9.554  1.3309  28.5012  -0.0869  -0.0183  0.0011
Si  1.3886  4.0826  28.5728  0.001  0.0013  -0.0364
Si  6.8001  4.0834  28.5259  -0.0041  0.0151  -0.0231
Si  4.0925  6.7824  28.4769  -0.0079  -0.0095  0.0099
Si  9.5377  6.7891  28.4871  0.032  -0.0032  -0.028
Si  1.2807  9.5064  28.6306  -0.0619  -0.0745  -0.0832
Si  6.8233  9.5251  28.5832  -0.0033  0.0688  -0.0486
Si  -0.0369  0.0006  29.9169  0.0002  0.0096  -0.0176
Si  5.4631  0.0054  29.8916  0.0107  -0.0187  0.0173
Si  2.7615  2.72  29.8996  0.0016  -0.012  0.007
Si  8.1817  2.7314  29.8736  0.059  -0.0045  -0.009
Si  -0.002  5.4636  29.8844  -0.0019  0.0042  0.0175
Si  5.4613  5.46  29.8856  0.0031  0.025  -0.0114
Si  2.7415  8.1635  29.8896  0.0433  0.0119  -0.0128
Si  8.2213  8.1843  29.9002  0.008  -0.0252  -0.0167
Si  1.3673  1.3673  31.2657  0.098  0.0421  -0.0749
Si  6.8362  1.3673  31.2657  0.0417  0.0134  -0.0522
Si  4.1018  4.1018  31.2657  0.0919  -0.0632  0.0639
Si  9.5708  4.1018  31.2657  -0.1246  -0.0572  -0.1484
Si  1.3673  6.8362  31.2657  0.0168  -0.1571  0.0163
Si  6.8362  6.8362  31.2657  0.0006  -0.0709  -0.1043
Si  4.1018  9.5708  31.2657  -0.04  -0.0509  -0.1262
Si  9.5708  9.5708  31.2657  -0.177  -0.0993  0.1822
Si  2.7345  0  0.6835  -0.0034  0.0466  -0.0427
Si  8.2035  0  0.6835  -0.0489  0.0436  -0.1656
Si  0  2.7345  0.6835  0.0665  0.1104  -0.0205
Si  5.469  2.7345  0.6835  -0.0078  0.1113  0.0426
Si  2.7345  5.469  0.6835  -0.0852  -0.0319  -0.117
Si  8.2035  5.469  0.6835  0.0152  0.0505  -0.0747
Si  0  8.2035  0.6835  0.068  0.0842  0.0617
Si  5.469  8.2035  0.6835  0.0278  0.1497  0.0244
Si  4.0962  1.3784  2.0622  -0.0065  0.0086  -0.0041
Si  9.5922  1.3513  2.0432  0.002  -0.0013  -0.0042
Si  1.3495  4.1389  2.0536  -0.0059  -0.0057  -0.0077
Si  6.8237  4.1355  2.0436  -0.0065  -0.0049  -0.0129
Si  4.0876  6.8462  2.0435  0.0034  0.0108  -0.003
Si  9.5729  6.8393  2.0623  -0.0099  0.0033  -0.0018
Si  1.3589  9.6027  2.0545  -0.0105  -0.0042  -0.0065
Si  6.8228  9.6169  2.0461  -0.0059  -0.0138  -0.014
Si  0.027  0.0326  3.4711  0.003  0.0082  -0.0054
Si  5.479  0.0363  3.4508  -0.0033  0.0159  0.0004
Si  2.7105  2.7711  3.3977  0.0183  -0.0062  0.0122
Si  8.2486  2.7806  3.3364  -0.0017  -0.0001  0.0258
Si  0.0245  5.5145  3.4725  -0.0045  0.0134  -0.0072
Si  5.4688  5.5215  3.4249  0.0047  0.0058  0.009
Si  2.7307  8.2394  3.3942  0.0111  -0.0027  0.0097
Si  8.2352  8.2878  3.3794  0.014  -0.0085  0.0134
Si  1.3742  1.4538  4.8397  0.0058  0.0063  0.0035
Si  6.9064  1.474  4.7233  0.0021  -0.0026  0.009
Si  4.0555  4.1505  4.7553  0.0087  0.0048  0.0058
Si  9.5937  4.0793  4.7756  0.0032  0.0028  0.0015
Si  1.3644  6.9709  4.8392  -0.0034  -0.0003  0.0024
Si  6.8365  6.9876  4.7245  0.0034  -0.0048  0.004
Si  4.0891  9.5711  4.7861  0.0083  0.0072  0.0064
Si  9.6168  9.5757  4.8364  0.0007  -0.0047  0.0008
Si  2.7567  0.0367  6.1342  0.0006  -0.0049  0.0041
Si  8.293  0.1191  6.0866  -0.0019  0.0054  -0.0021
Si  0.0149  2.7981  6.2976  -0.0036  -0.0007  -0.0019
Si  5.5124  2.837  6.0683  -0.0037  -0.0001  -0.0045
Si  2.7521  5.5918  6.1362  0.0055  -0.0055  0
Si  8.2516  5.598  5.9544  -0.0052  0.0014  -0.0048
Si  0.047  8.3049  6.3672  -0.0009  0.0023  0.0002
Si  5.4976  8.3009  6.2171  -0.0004  -0.0025  -0.0006
Si  4.4235  1.1801  7.3247  0.0001  0.0012  0.0087
Si  9.8098  1.151  7.613  0.0018  -0.0022  0.0225
Si  1.1772  4.4991  7.4984  0.0003  0.0034  0.0217
Si  6.6401  4.5426  7.2448  0.0032  -0.0012  0.0143
Si  4.322  6.7063  7.5372  -0.0046  -0.0044  0.0152
Si  9.7295  6.6114  7.4971  -0.0014  0  0.0134
Si  1.2802  9.9417  7.6981  0.0014  0.0006  0.0093
Si  6.7213  9.9625  7.4057  -0.0003  0.003  0.0149
O  9.5752  1.1986  24.0195  -0.0951  0.0874  0.0467
O  4.1187  6.813  23.9312  -0.0488  0.0286  0.0364
O  3.9823  1.2653  24.0194  0.0532  -0.0388  0.0518
O  9.48  6.8115  23.9488  0.1674  -0.1338  -0.0645
O  -0.0273  5.5412  8.0121  0.0035  -0.002  -0.0004
O  5.5712  0.123  7.9065  -0.0004  -0.0016  0.0027
O  0.0706  0.0906  8.1421  -0.0023  0.0035  -0.0001
O  5.5297  5.6102  7.8777  -0.0017  0.0061  0.0062
O  7.5969  3.9653  8.4406  -0.0041  0.0038  -0.007
O  8.732  7.0458  8.7639  0.002  -0.0002  -0.0036
O  2.181  9.4573  9.0395  -0.0083  0.0074  -0.0035
O  8.8924  1.6802  8.9168  0.0043  -0.0023  -0.0019
O  7.6181  9.4682  8.7067  -0.0065  0.0076  -0.0049
O  3.609  1.8145  8.6017  0.0036  -0.0049  0.0027
O  3.5852  7.2246  8.9478  0.0057  -0.0034  -0.0008
O  2.0612  3.9998  8.8134  -0.0073  0.0075  -0.0065
O  8.1587  3.4681  23.3704  0.0212  -0.0176  0.0274
O  0.3691  4.9799  22.9365  -0.0256  0.0254  0.0809
O  1.852  2.816  23.3133  0.01  0.0262  -0.0062
O  5.8485  4.9037  23.1431  -0.0004  -0.0128  0.0325
O  5.5043  10.0342  23.5054  0.0862  -0.0209  -0.0642
O  2.4522  8.6893  23.0332  0  -0.0087  -0.0085
O  0.1786  10.029  23.1808  0.0137  -0.0315  0.0184
O  7.8269  8.6497  23.3167  -0.0101  0.0808  -0.2637
Si  8.6754  7.6933  18.4602  -0.0059  -0.0057  0.0028
Si  8.7894  6.353  13.6433  -0.0001  -0.0023  -0.0249
Si  3.7971  1.5307  14.7476  -0.0029  0.0005  -0.0193
Si  2.139  5.7431  17.6535  -0.0001  -0.0095  -0.0052
Si  2.4155  3.1454  19.5335  0.0026  -0.0025  0.0216
Si  9.8191  9.0248  12.0888  -0.0023  -0.0002  -0.0188
Si  1.3118  9.413  22.1253  -0.0208  0.0413  0.0445
Si  9.1791  0.9547  13.2126  -0.0009  0.0016  -0.0276
Si  1.4263  5.0486  13.0401  -0.0001  -0.0013  -0.0242
Si  1.8003  8.2507  12.8305  -0.0009  -0.006  -0.0269
Si  6.6735  9.5717  22.5046  -0.0494  -0.0146  0.1478
Si  4.5261  4.5925  15.7248  0.0029  -0.0018  -0.0163
Si  8.2089  3.0171  9.5857  0.0013  0.0035  -0.0069
Si  0.8483  8.2446  19.2961  -0.0008  0.0039  0.0043
Si  6.9617  1.3321  21.1195  -0.0046  0.004  0.0197
Si  8.2302  8.3116  9.6764  0.0051  -0.0031  -0.0065
Si  10.8928  5.2029  15.6238  0.0003  -0.0038  -0.0177
Si  7.5705  9.4912  16.3426  -0.0034  0.0012  -0.0081
Si  9.9266  2.0594  20.3083  -0.0087  0.0058  0.0101
Si  3.2181  8.5123  9.92  0.0058  0.0026  -0.014
Si  6.6991  3.3391  17.4297  -0.0055  -0.0053  0.0057
Si  1.1578  0.2108  19.843  -0.0007  -0.0017  0.0258
Si  3.2357  2.8071  12.3071  0.0069  0.0011  -0.026
Si  7.2363  5.3842  19.7042  -0.0093  0.0028  0.0156
Si  5.7521  8.6608  11.5541  0.002  0.0001  -0.0214
Si  5.7885  6.0632  13.2122  0.0033  -0.0014  -0.0261
Si  4.6385  9.7054  17.6757  0.0092  0.0019  0.0112
Si  0.9873  3.6265  22.2024  0.0258  -0.0353  0.0308
Si  4.8971  1.4807  18.8468  0.0014  -0.0005  0.0126
Si  3.1919  3.0747  9.5229  0.0127  0.0044  -0.0108
Si  6.4549  10.8098  13.8077  0.0043  -0.0013  -0.0236
Si  10.355  0.107  15.99  0.0014  -0.0037  -0.0128
Si  5.6606  3.6477  11.1619  0.0041  0.0001  -0.0266
Si  9.842  3.8895  11.9181  -0.0007  0  -0.0199
Si  2.3527  9.9088  15.5758  0.0017  0.0017  -0.0176
Si  6.1152  8.1126  19.8491  -0.018  0.0127  0.0451
Si  6.9446  3.9575  22.4018  -0.0414  0.0303  0.0455
Si  9.7551  2.7717  17.3751  -0.0015  -0.0025  -0.0003
O  7.199  6.3704  13.9862  0  -0.0005  0.0164
O  1.8887  7.0553  18.7092  -0.0045  0.0039  0.0067
O  10.2879  4.0304  16.535  0.0012  -0.0011  0.0066
O  6.1688  9.9395  17.0922  0.0006  -0.0019  0.0002
O  10.1542  0.6857  14.4841  0.0038  -0.0037  0.0171
O  8.4687  6.113  18.8892  0.0064  -0.0019  -0.0096
O  5.1757  0.6815  14.4445  -0.0008  0.0008  0.0157
O  5.7231  2.0481  17.57  0.0034  0.0002  0.0044
O  8.3404  1.936  20.5535  -0.0008  -0.0077  -0.0064
O  2.0016  4.2958  18.4355  -0.0017  0.0036  0.0011
O  6.9636  2.796  10.6441  0.0017  0.0014  0.0114
O  4.8711  2.6962  12.2271  -0.0016  -0.0015  0.0144
O  6.0258  4.3815  16.3707  -0.0007  0.0008  0.0066
O  4.5584  3.9133  9.9501  -0.0028  0.0006  0.0103
O  10.6762  2.7731  21.5734  0.0076  0.0227  -0.0005
O  9.7286  6.1585  14.9804  0.0047  -0.0016  0.0143
O  6.0243  6.4789  19.8386  0.0014  0.0098  -0.0031
O  4.0781  0.1764  18.3118  0.0008  -0.0033  -0.0056
O  9.2634  10.5477  12.2842  0.0009  -0.003  0.0157
O  2.8568  4.3507  12.7188  0.0023  -0.0015  0.0165
O  1.8639  10.7161  21.274  0.0188  -0.0038  -0.0297
O  3.9952  2.7187  19.4356  -0.0057  0.0011  -0.0048
O  0.738  10.0343  15.9935  0.0004  -0.0002  0.0091
O  1.2935  9.8029  18.8829  -0.0017  -0.011  -0.0015
O  1.7122  1.6647  19.3194  -0.0047  -0.002  -0.0002
O  8.9436  10.3815  16.5193  -0.0007  -0.0035  0.0073
O  4.8908  8.6305  18.8957  0.007  -0.005  -0.0037
O  9.5765  8.7487  10.4968  -0.0035  -0.0005  0.008
O  6.766  4.0798  18.8758  0.0056  -0.0053  -0.0101
O  2.843  1.7144  13.4224  -0.0009  -0.0042  0.0139
O  5.9537  8.6683  21.3727  0.0357  -0.0013  -0.0004
O  2.5404  2.4414  10.8851  -0.0007  -0.0014  0.0089
O  7.6213  4.8411  21.1963  0.0069  -0.0077  -0.0181
O  5.2139  7.4684  12.5645  0.001  -0.0011  0.0144
O  0.4354  9.0628  12.5187  0.0018  -0.0016  0.0146
O  7.5881  1.0448  13.5965  -0.001  -0.0016  0.0158
O  7.1035  9.6274  14.7743  0.0051  -0.0016  0.0124
O  8.9807  5.0236  12.711  0.0001  0.0009  0.0177
O  8.0979  8.0279  16.9366  0.0018  -0.0009  0.0042
O  6.2261  2.5521  21.9347  0.006  -0.0158  -0.0242
O  2.4613  9.0513  14.1397  0.0027  0.0032  0.0189
O  0.4258  4.4798  11.882  0.0023  -0.0005  0.0155
O  0.7922  8.3182  20.9712  0.0097  0.0008  -0.006
O  9.3873  3.8202  10.3633  -0.0023  -0.0027  0.0081
O  9.6595  2.378  12.5522  0.0007  -0.0031  0.0147
O  7.6483  8.5623  19.4213  0.0021  -0.0008  -0.0128
O  2.556  8.1769  11.3802  -0.0005  0.003  0.0111
O  3.9807  3.0484  15.3954  -0.0007  0.0019  0.0114
O  0.8454  4.4913  14.459  0.0013  0.001  0.0179
O  10.0496  2.9981  18.9686  0.002  -0.001  -0.0016
O  9.1472  7.7979  12.9554  0.0009  -0.0015  0.0132
O  10.501  0.5355  20.0909  -0.0012  0.005  -0.0115
O  6.0313  5.0307  11.9485  0.0005  0.0027  0.0178
O  8.1542  2.7347  17.0237  0.0001  -0.0017  0.0055
O  3.5322  5.473  16.7456  -0.0008  0.0005  0.007
O  4.6709  9.1282  10.3987  -0.0012  -0.0008  0.0138
O  1.5378  6.6698  13.1877  0.0018  -0.0011  0.0135
O  4.7653  5.4815  14.3611  -0.003  -0.0029  0.0208
O  2.0314  3.8626  20.9581  -0.0103  0.0053  -0.0113
O  10.552  1.4052  16.9641  0.0014  -0.0016  0.0064
O  0.9434  6.0649  16.5859  0.001  -0.0026  0.0117
O  7.3883  10.9236  21.9507  -0.0282  -0.0322  0.0255
O  5.9206  0.8837  19.9661  -0.0024  0.0007  -0.004
O  6.0756  10.0153  12.4243  0.0002  0.0012  0.0157
O  2.8584  0.5303  15.6191  -0.0011  -0.0017  0.0102
O  7.0574  8.009  10.7857  0.0009  0.0028  0.0086
O  10.2586  8.0191  18.7053  0.0047  -0.0019  -0.0009
O  3.4528  9.1898  16.6261  -0.0002  -0.0066  0.0086

Results
free energy: -137746.068 eV
free energy less fixed offsets of O -568.88, P -755.39, Si -635.61 eV per atom: 2.192 eV

The program warned: the cutoff lies below the one the program advises for these potential files; the forces do not sum to zero within the program's tolerance; the exchange-correlation potential is rough where the density is thin.
